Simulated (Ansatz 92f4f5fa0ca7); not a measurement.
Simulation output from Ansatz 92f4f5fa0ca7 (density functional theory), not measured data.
Periodic cell of 254 atoms, Si144O106N4, from a study of silicon, its oxide and their interface. The atomic structure is a simulated model.
Doubt: the cutoff is far below the 930 eV that the study's wrapper takes by default for these files, so forces and energies are approximate.
This geometry differs little from another in the collection (a relaxation step or a small displacement).

Settings: functional PBE; potential files Ansatz PAW; basis plane waves; wave-function cutoff 580 eV; density cutoff ratio 5; exchange-correlation grid ratio 1; k mesh 1 x 1 x 1, Gamma-centred; self-consistency stop 5e-08 eV per atom in the density residual; occupations fixed; spin none; net charge 0.

Cell vectors (angstrom)
a, 10.938, 0, 0
b, 0, 10.938, 0
c, -2.638, -4.898, 35.3047

Atoms: element, x, y, z (angstrom)
Si, -1.405, -6.0311, 28.013
Si, 1.6305, -3.9389, 27.9003
Si, -1.586, -0.7175, 27.9322
Si, 1.595, -9.4539, 27.5489
Si, -6.9518, -6.0873, 27.9064
Si, -3.6651, -3.7257, 27.9705
Si, 3.9531, -0.6922, 27.7047
Si, -3.8122, -9.3775, 27.7398
Si, 0.1248, -4.9517, 29.3831
Si, 2.7778, -2.216, 29.067
Si, 0.0935, -10.4609, 29.0755
Si, 2.7425, -7.7633, 28.993
Si, -5.378, -4.8862, 29.1494
Si, -2.6573, -2.1832, 29.3836
Si, 5.5199, 0.4833, 29.0892
Si, -2.6482, -7.7399, 29.0485
Si, -1.2344, -3.5322, 30.6327
Si, 1.4662, -0.8321, 30.492
Si, -1.2426, -9.0292, 30.4703
Si, 1.5271, -6.3793, 30.5486
Si, 4.1947, -3.5107, 30.5001
Si, 6.8737, -0.7768, 30.5749
Si, 4.1842, 1.92, 30.4535
Si, -3.982, -6.3011, 30.4734
Si, -2.638, -4.898, 31.8864
Si, 0.0965, -2.1635, 31.8864
Si, -2.638, -10.367, 31.8864
Si, 0.0965, -7.6325, 31.8864
Si, 2.831, -4.898, 31.8864
Si, 5.5655, -2.1635, 31.8864
Si, 2.831, 0.571, 31.8864
Si, 5.5655, -7.6325, 31.8864
Si, 1.3673, -1.3673, 3.418
Si, 4.1018, 1.3673, 3.418
Si, 1.3673, 4.1018, 3.418
Si, 4.1018, -4.1018, 3.418
Si, 6.8362, -1.3673, 3.418
Si, -1.3673, 1.3673, 3.418
Si, 6.8362, 4.1018, 3.418
Si, -1.3673, -4.1018, 3.418
Si, 2.7371, 0.0563, 4.8602
Si, 5.4821, 2.733, 4.7606
Si, 2.5595, 5.6553, 4.6261
Si, 5.5213, -2.7774, 4.8424
Si, -2.7993, 0.0682, 4.7877
Si, 0.1292, 2.645, 4.7844
Si, 8.1971, 5.4666, 4.8329
Si, -0.0673, -2.6541, 4.7966
Si, 1.5861, 1.5275, 6.397
Si, 4.0533, 4.3188, 5.7028
Si, 1.3707, -3.9262, 6.1623
Si, 4.2289, -1.2424, 6.1458
Si, -4.0765, 1.477, 6.2605
Si, -1.2559, 4.0472, 6.0103
Si, 6.826, -4.1945, 6.3616
Si, -1.4166, -1.2528, 6.1658
Si, -0.1861, 0.3407, 7.4748
Si, 2.9064, 3.6186, 7.5411
Si, 0.2646, -5.6714, 7.2741
Si, 3.0619, -2.7844, 7.4145
Si, 5.716, -0.078, 7.649
Si, -2.3922, 2.6195, 7.5004
Si, 4.9012, 5.5939, 7.4248
Si, -3.0056, -2.4382, 7.5397
Si, -1.2708, -6.2653, 33.2537
Si, 1.4637, -3.5308, 33.2537
Si, -1.2708, -11.7343, 33.2537
Si, 1.4637, -8.9998, 33.2537
Si, 4.1982, -6.2653, 33.2537
Si, 6.9327, -3.5308, 33.2537
Si, 4.1982, -0.7963, 33.2537
Si, 6.9327, 1.9382, 33.2537
Si, 0.0965, -4.898, 34.6209
Si, 2.831, -2.1635, 34.6209
Si, 0.0965, -10.367, 34.6209
Si, 2.831, -7.6325, 34.6209
Si, 5.5655, -4.898, 34.6209
Si, -2.638, -2.1635, 34.6209
Si, 5.5655, 0.571, 34.6209
Si, -2.638, -7.6325, 34.6209
Si, 1.3673, 1.3673, 0.6835
Si, 4.1018, 4.1018, 0.6835
Si, 1.3673, -4.1018, 0.6835
Si, 4.1018, -1.3673, 0.6835
Si, 6.8362, 1.3673, 0.6835
Si, -1.3673, 4.1018, 0.6835
Si, 6.8362, -4.1018, 0.6835
Si, 9.5708, -1.3673, 0.6835
Si, 0, 0, 2.0507
Si, 2.7345, 2.7345, 2.0507
Si, 0, -5.469, 2.0507
Si, 2.7345, -2.7345, 2.0507
Si, 5.469, 0, 2.0507
Si, 8.2035, 2.7345, 2.0507
Si, 5.469, 5.469, 2.0507
Si, 8.2035, -2.7345, 2.0507
Si, -4.2258, -4.827, 18.606
Si, 0.8067, -0.501, 12.2846
Si, -0.7838, 2.2084, 11.8981
Si, 2.7801, 5.9849, 21.5417
Si, 4.408, 0.0433, 15.2241
Si, -6.3722, -6.5763, 24.8942
Si, 6.0495, -9.1888, 24.7127
Si, -0.148, -9.7431, 17.3148
Si, -1.0361, 3.1308, 14.9775
Si, 5.2219, 1.3601, 10.5776
Si, -2.2074, -2.5592, 25.692
Si, -3.0975, 0.4895, 11.4997
Si, 2.0201, -0.7846, 17.0717
Si, 1.147, -1.6946, 9.4776
Si, 1.6404, -6.4274, 23.7028
Si, -3.9689, -5.5177, 23.3655
Si, -2.6911, -11.835, 20.9225
Si, 4.5908, 4.3103, 10.2976
Si, -5.4615, -17.4147, 20.9157
Si, -2.3228, -7.9391, 23.7133
Si, 2.1998, 7.2005, 15.9198
Si, 4.8765, -3.0495, 14.4919
Si, 0.239, -0.4743, 22.2429
Si, -1.7755, -1.5004, 13.1582
Si, 5.9895, -4.0588, 11.7842
Si, -6.7978, -8.8969, 19.7883
Si, 2.547, -11.4, 20.2728
Si, -1.0139, -3.9487, 9.4208
Si, -2.5336, -5.7997, 16.522
Si, 8.8266, -5.1751, 12.0419
Si, 1.3037, -7.8616, 19.2129
Si, 3.1456, 1.2375, 12.8204
Si, -3.1169, -2.9947, 15.6247
Si, -1.2826, -5.12, 19.0749
Si, -8.3748, -13.1003, 22.6486
Si, 1.813, -7.1451, 11.9697
Si, -3.0441, -2.1854, 10.4933
Si, 7.1252, -2.4011, 23.3329
Si, -3.9426, -1.9836, 18.3775
Si, 0.286, -9.0883, 24.5421
Si, -1.1714, -7.4745, 20.7717
Si, 0.4032, 5.4698, 14.0017
Si, 4.699, -12.095, 24.6744
Si, -5.0491, -10.1784, 17.6694
Si, 7.5847, 3.2264, 10.4487
Si, 1.4544, -4.7909, 18.74
Si, -2.5824, 1.4861, 19.1452
Si, -0.138, -4.8011, 25.6605
N, 4.2567, 4.3537, 8.5803
O, -1.0962, -5.2474, 13.3274
O, 1.0139, 6.6882, 14.9028
O, -2.8053, -6.4167, 24.1012
O, -2.6384, -4.9837, 27.7357
O, 0.3637, -0.4272, 8.8288
O, -3.0683, 0.6195, 20.444
O, 1.4969, -5.7883, 12.8206
O, -2.6493, -10.5008, 27.4177
O, 1.0873, 4.5772, 18.6915
O, 3.151, 0.0772, 16.2688
O, 2.8874, 0.4958, 27.2728
O, 0.8624, -3.7574, 26.4493
O, 1.4794, 4.3676, 7.99
O, -1.3086, 1.455, 7.9889
O, 2.1343, -0.0168, 13.0749
O, 5.9544, -0.7207, 18.3748
N, -2.3454, 1.9708, 11.1126
O, 0.194, 0.5665, 23.517
O, -2.3209, -7.9564, 19.7122
O, 5.2217, -8.0739, 20.6902
O, -2.7614, -4.4667, 19.2498
O, -10.9755, -10.1721, 11.716
O, 2.2444, -4.5176, 17.3517
O, -1.5815, -7.9057, 22.2672
O, 6.226, 0.6228, 11.6254
O, -1.0361, -5.8773, 20.5095
O, -2.3597, -2.1409, 14.4939
O, 2.5852, -1.9449, 8.7604
O, -3.5908, -8.9749, 23.7393
O, -3.7761, -1.5086, 21.9757
O, 5.2065, 0.6337, 9.0828
O, 6.7491, -1.3416, 7.9693
O, 4.0964, -3.9704, 7.9119
O, -4.0234, -16.5869, 17.1962
O, 1.926, -2.2089, 16.3311
O, -1.2182, -1.5865, 26.5666
O, -10.682, -8.1867, 20.4205
O, 3.2875, -1.3483, 23.8717
O, -1.4288, -6.0492, 17.7136
O, 2.3626, -4.4363, 20.0498
O, 0.5322, -0.1857, 16.8325
O, -1.2298, -11.7982, 21.6467
O, 1.0581, -8.8568, 17.959
O, -1.423, -3.9078, 25.2425
O, -1.2428, -10.0849, 18.4686
O, -3.1169, -2.0747, 16.9715
O, -2.8241, -1.7915, 19.5593
O, -3.6059, -2.945, 26.4983
O, -2.4088, 3.9221, 15.441
O, 1.1451, -10.8809, 20.9667
O, 2.3604, -11.7808, 18.6859
O, 0.3489, -3.087, 9.2606
O, 0.896, -9.3372, 26.0494
O, -8.6279, -8.3149, 12.999
O, 4.4912, -1.3649, 26.2903
O, 6.2909, -3.3814, 15.2215
O, 2.8439, -7.9342, 19.6809
O, 3.658, -3.8739, 15.1969
O, -4.886, -14.2686, 18.4994
O, -11.0957, -12.2788, 13.2966
O, 1.7233, -6.0589, 22.1132
N, -2.3927, -2.9727, 9.1058
O, 7.3954, -4.5126, 12.5186
O, 2.8573, -4.9622, 27.5055
O, -7.8775, -6.183, 24.457
O, -5.2292, -10.3806, 16.0662
O, 5.2829, -5.2407, 10.8796
O, 4.6862, -6.5982, 26.5154
O, -2.2357, -4.3498, 15.8294
O, 3.083, -6.867, 10.9615
O, -6.7137, -5.6769, 21.5448
O, -1.1396, 2.5479, 13.462
O, 0.2172, 4.1894, 15.0101
O, -1.2197, -8.4917, 24.7795
O, 1.3264, -1.43, 11.0607
O, 7.9124, 3.3693, 8.8369
O, -0.0308, 6.8704, 18.8568
O, -0.8564, -5.1789, 8.38
O, -1.126, -4.5622, 10.9049
O, -2.666, -1.7958, 24.3315
O, 6.3974, -2.7874, 10.8164
O, 1.237, -7.9895, 23.8147
O, 2.8408, -3.7593, 22.659
O, 7.4124, -3.9863, 23.0485
O, -9.9775, -12.783, 22.7857
O, 5.7855, -5.7935, 19.4865
O, -5.2666, -2.2935, 24.0438
O, -7.2349, -10.277, 20.5076
O, -4.2208, -6.2959, 21.9461
O, -0.799, -9.0223, 16.0184
O, -5.3025, -5.4947, 24.3043
O, -0.5676, -6.1056, 26.5797
O, 5.3715, 0.3063, 24.4296
O, 0.5348, -5.4226, 24.3337
O, 0.3457, 3.2992, 11.3284
O, -3.6734, -9.3652, 17.9511
O, 3.75, 1.216, 11.285
N, 5.7971, 3.0251, 10.572
O, -2.0888, -2.397, 11.8273
O, -2.7278, 4.4536, 11.2963
O, 3.0795, -12.6569, 21.1565
O, -6.2434, 1.6651, 18.305
O, -2.529, -0.0701, 12.9212
O, 4.9215, -8.0691, 24.344
O, 4.2507, 1.1144, 14.0006
O, 4.9573, -3.5446, 12.9327
O, -6.3217, -12.3802, 14.5854
O, -4.4422, -8.972, 26.2747
O, -2.9296, -0.5774, 10.2682

Results
free energy: -153371.433 eV
free energy less fixed offsets of N -385.13, O -568.88, Si -635.61 eV per atom: -1.793 eV

Forces (eV/angstrom), in the order of the atoms: element, x, y, z
Si, -0.0041, -0.0052, 0.0041
Si, -0.0029, 0.0166, 0.0066
Si, 0.0034, 0.0028, 0.003
Si, -0.0028, 0.0052, 0.0096
Si, 0.0091, -0.008, 0.0072
Si, -0.0068, -0.0034, -0.0019
Si, 0.0044, -0.009, 0.0124
Si, -0.0008, 0.0021, 0.0029
Si, -0.0015, 0.0014, 0.0012
Si, 0.0018, 0.0013, 0.0012
Si, -0.0034, 0.0015, 0.0027
Si, 0.0021, 0.0039, 0.0006
Si, -0.0002, 0.0001, 0.0033
Si, -0.001, 0.0021, 0.0042
Si, -0.0013, 0.0027, 0.0006
Si, 0.0014, -0.0003, 0.0017
Si, 0.0011, -0.0023, -0.0007
Si, -0.0001, -0.0024, -0.0006
Si, 0.0015, -0.0008, -0.003
Si, -0.0037, -0.0017, -0.0008
Si, -0.0012, 0.0025, -0.0017
Si, 0.0013, -0.0023, -0.001
Si, 0.0003, -0.0035, -0.0012
Si, -0.0005, -0.0004, -0.0015
Si, -0.1172, -0.3694, 0.1379
Si, 0.3779, 0.3361, 0.5618
Si, 0.0736, 0.1358, -0.0691
Si, -0.0724, -0.3645, 0.0986
Si, 0.2295, -0.1761, -0.1275
Si, -0.3565, -0.0264, 0.33
Si, 0.0033, -0.1085, -0.3146
Si, -0.0933, -0.0432, -0.3976
Si, 0.0009, 0.3713, 0.3574
Si, -0.0882, -0.1186, 0.0779
Si, -0.4374, -0.1234, -0.6149
Si, 0.2403, 0.6435, -0.4081
Si, -0.0016, -0.1964, 0.1498
Si, 0.2703, -0.1732, 0.0416
Si, 0.1924, 0.0954, 0.0309
Si, -0.217, 0.0629, 0.2781
Si, -0.0016, -0.0017, 0.0011
Si, 0.0021, -0.0084, -0.0028
Si, -0.0175, 0.0062, 0.0006
Si, 0.0043, 0.0101, 0.0037
Si, -0.0062, 0.0149, 0.0005
Si, -0.0034, 0.0006, 0.0039
Si, 0.0103, 0.0004, 0.0028
Si, 0.0054, -0.0004, 0.0002
Si, 0.0123, 0.003, -0.0268
Si, 0.0865, 0.0478, -0.0833
Si, -0.0144, -0.0213, 0.0102
Si, -0.0049, -0.0057, 0.0119
Si, -0.0001, -0.0268, 0.0294
Si, -0.004, -0.0121, 0.0107
Si, -0.0178, -0.017, -0.0234
Si, 0.0002, -0.011, -0.0184
Si, 0.009, 0.0143, 0.0081
Si, -0.1507, -0.0314, 0.1856
Si, 0.0168, 0.0112, -0.0304
Si, 0.0065, 0.0134, -0.0216
Si, 0.0142, 0.0285, -0.0675
Si, -0.004, 0.006, -0.0359
Si, 0.0056, 0.0147, 0.0123
Si, -0.0049, 0.0016, 0.0258
Si, -0.0701, -0.0108, -0.0073
Si, -0.0735, 0.0222, 0.0002
Si, 0.0224, 0.0045, 0.0029
Si, -0.1369, -0.0555, -0.011
Si, 0.0328, 0.0936, -0.013
Si, -0.0885, -0.0684, -0.0269
Si, -0.019, -0.0655, 0.0073
Si, 0.0458, 0.0145, -0.0251
Si, 0.0697, -0.0054, -0.0319
Si, 0.0327, 0.0396, -0.0114
Si, 0.0328, -0.0064, 0.0043
Si, -0.014, -0.0182, -0.0272
Si, 0.0361, -0.0325, 0.0077
Si, 0.041, 0.0232, -0.0297
Si, -0.0174, -0.0655, -0.0374
Si, -0.0183, 0.03, -0.0153
Si, -0.0558, 0.0034, 0.043
Si, -0.0514, -0.0685, -0.0043
Si, -0.0193, 0.0052, 0.0513
Si, -0.0972, 0.0878, -0.0259
Si, 0.0381, -0.0468, 0.0568
Si, -0.0662, 0.0844, -0.0331
Si, 0.0144, 0.0425, 0.0352
Si, 0.0737, -0.0225, -0.0104
Si, -0.0727, -0.0418, -0.0064
Si, 0.1558, 0.1768, 0.0058
Si, -0.0806, -0.2325, -0.0336
Si, 0.2413, 0.1409, -0.0359
Si, -0.1047, -0.1193, 0.0204
Si, 0.1658, 0.1621, 0.0178
Si, -0.0269, -0.0409, 0.0285
Si, 0.0574, 0.0891, 0.0107
Si, -0.001, -0.0013, -0.0007
Si, 0.0028, -0.003, -0.005
Si, -0.0019, 0, -0.0023
Si, 0.0015, -0.0008, -0.0041
Si, 0, -0.0001, 0.005
Si, 0.001, -0.0022, 0.0074
Si, -0.0024, 0.0003, 0.0063
Si, -0.0005, -0.0025, 0.0028
Si, -0.0012, -0.0006, 0.0022
Si, -0.0017, -0.0069, -0.0049
Si, 0.0055, -0.0048, 0.0052
Si, -0.0008, 0.0025, -0.0025
Si, -0.0017, 0.0009, -0.0006
Si, -0.0018, -0.0032, 0.0049
Si, -0.0022, 0.0012, -0.0004
Si, -0.0037, -0.0006, -0.0017
Si, -0.0011, 0.0011, -0.0071
Si, 0.0072, -0.0036, -0.0042
Si, -0.0037, -0.0006, -0.0063
Si, 0.0013, -0.0043, 0.0014
Si, 0.0003, -0.0007, 0.002
Si, 0.0003, 0.0016, 0.0056
Si, -0.0001, 0.0039, -0.0031
Si, -0.0017, -0.0026, 0.0016
Si, 0.0031, -0.0028, 0.0045
Si, -0.0021, 0.002, -0.0048
Si, 0.0002, 0.0004, -0.0049
Si, 0.003, 0.0037, -0.0067
Si, 0.0003, -0.0027, 0.0025
Si, 0.0027, -0.0035, -0.004
Si, 0.0018, -0.0001, -0.0016
Si, 0.0023, -0.0016, -0.0016
Si, -0.0005, -0.0011, 0.0034
Si, -0.0002, 0.0014, -0.0032
Si, 0.002, 0.0009, -0.003
Si, -0.0039, 0.0001, -0.0011
Si, 0.0032, 0.0027, -0.0041
Si, 0.0007, 0.0014, 0.0007
Si, -0.0023, 0.0029, 0.0007
Si, 0.0004, -0.0006, 0.0063
Si, 0.0004, -0.0013, -0.0041
Si, -0.0019, 0.0023, 0.0006
Si, 0.0003, -0.0008, 0.0098
Si, -0.0013, 0.0011, 0.0004
Si, 0.0067, 0.0006, -0.0059
Si, -0.0037, -0.0018, -0.0029
Si, -0.0014, -0.0009, -0.0024
Si, -0.0017, 0.0054, 0.0023
N, -0.0041, -0.0109, -0.0238
O, 0.0024, -0.001, 0.0027
O, 0.0002, -0.0003, -0.0011
O, -0.0013, 0.0007, -0.0007
O, 0.0025, -0.0005, -0.0032
O, -0.0039, -0.001, -0.0028
O, 0.0014, -0.0032, 0.0023
O, 0, -0.0005, 0
O, 0.0008, -0.0018, -0.0056
O, 0.0013, -0.0021, -0.0002
O, -0.0006, -0.0013, -0.0014
O, -0.0022, -0.007, -0.0092
O, -0.0032, -0.0036, -0.004
O, 0.0608, -0.0185, -0.0353
O, -0.0054, -0.0006, 0.0119
O, -0.0007, -0.0006, 0.0015
O, 0.0015, -0.0019, 0
N, 0.0004, 0.0027, 0.0034
O, -0.0005, -0.0037, -0.0035
O, 0.0002, 0.0004, 0.0021
O, -0.0009, 0.0025, 0
O, -0.002, -0.0014, -0.0016
O, -0.0002, -0.0007, 0.0013
O, -0.0002, 0.0003, -0.0025
O, -0.0005, -0.0004, 0.0009
O, 0.0005, -0.0006, 0.004
O, 0, -0.0016, 0.0026
O, 0.0006, 0.0002, -0.0013
O, 0.0001, 0.0016, 0.0054
O, 0.0026, 0.0024, -0.0026
O, 0, -0.001, 0.0006
O, -0.0073, 0.007, 0.0324
O, 0.0018, -0.0016, 0.0099
O, 0.0109, -0.0149, -0.0013
O, -0.0011, 0.0016, 0.0004
O, 0.0008, -0.0018, -0.0018
O, -0.001, -0.0008, -0.0031
O, -0.0014, -0.0004, 0.0007
O, -0.0021, -0.0018, -0.0029
O, -0.0002, 0.0004, -0.0018
O, 0.0014, -0.0009, 0.0052
O, 0.0011, 0.0003, -0.0014
O, -0.001, -0.0011, 0.0012
O, -0.0014, -0.0005, 0
O, -0.001, 0.0001, 0.0003
O, 0.0001, 0.0003, -0.0012
O, -0.0006, -0.0026, -0.0031
O, 0.0003, -0.0002, 0.0034
O, 0.002, 0.0009, -0.001
O, 0.0002, -0.0006, -0.0026
O, -0.0021, -0.0023, 0.0025
O, -0.0004, 0.0007, 0.002
O, -0.0048, 0.0002, -0.0011
O, -0.0057, 0.0009, -0.0131
O, -0.0004, 0.0004, -0.0014
O, 0.0036, -0.0018, -0.0153
O, 0.0019, 0.0003, -0.0011
O, 0.003, -0.002, -0.0013
O, -0.0023, -0.0004, -0.0008
O, -0.0001, -0.0022, -0.0015
O, -0.002, -0.0008, 0.0016
O, -0.0009, -0.0004, -0.0018
N, 0.007, -0.0056, -0.001
O, -0.0036, 0.001, -0.0016
O, -0.0054, -0.0016, -0.0068
O, -0.0023, -0.0018, -0.0014
O, 0, -0.0016, -0.0014
O, 0, 0.0012, -0.0039
O, 0.0013, -0.0006, -0.0095
O, -0.0012, 0.0026, -0.0016
O, -0.0022, 0.0004, -0.0032
O, 0.0026, -0.0017, -0.0024
O, 0.0001, -0.0001, -0.0003
O, 0.0002, -0.0004, -0.002
O, -0.0027, 0, -0.0042
O, -0.002, 0.0032, 0.0039
O, -0.0039, 0.0019, 0.0141
O, -0.0005, 0.0009, 0.0001
O, -0.0059, 0.0014, 0.0106
O, -0.0063, -0.0009, 0.0034
O, -0.0052, 0.0023, -0.0094
O, -0.0019, 0.0022, -0.0027
O, 0.0002, 0.0001, -0.0007
O, -0.0009, -0.0001, 0.0011
O, -0.0007, 0.0003, -0.0002
O, -0.0014, -0.0019, 0.002
O, -0.001, -0.0037, 0.0065
O, 0.0003, -0.0004, -0.0015
O, -0.0004, -0.0008, -0.0004
O, 0.0004, 0.0017, 0.0009
O, -0.0008, -0.0007, -0.0011
O, 0.0022, -0.0004, -0.002
O, 0.0026, 0.0013, -0.0027
O, -0.0003, -0.0021, -0.0021
O, 0.0056, -0.0064, -0.0065
O, 0.0016, -0.0002, 0.0008
O, 0.0012, -0.001, 0.0008
O, -0.0003, 0.0016, 0.0047
N, -0.0026, 0.0023, 0.002
O, 0.0013, 0.0011, 0.0042
O, -0.0011, -0.0025, -0.0004
O, -0.0015, -0.0017, 0.0019
O, -0.0025, 0.0003, 0.004
O, 0.0016, -0.0015, 0.0016
O, 0.0001, 0.0008, -0.0017
O, -0.0014, 0.0006, -0.0029
O, -0.0027, -0.0031, -0.0015
O, -0.0006, -0.0008, -0.0023
O, -0.0016, -0.0011, -0.0063
O, -0.0018, -0.0007, -0.0028

The program warned: the cutoff lies below the one the program advises for these potential files; the forces do not sum to zero within the program's tolerance; the exchange-correlation potential is rough where the density is thin.
